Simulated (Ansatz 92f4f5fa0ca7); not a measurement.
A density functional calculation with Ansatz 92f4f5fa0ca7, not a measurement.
Periodic cell of 414 atoms, Si266O148, from a study of silicon, its oxide and their interface. The atomic structure is a simulated model.
Doubt: the cutoff is far below the 930 eV that the study's wrapper takes by default for these files, so forces and energies are approximate.
This geometry differs little from another in the collection (a relaxation step or a small displacement).

Settings: functional PBE; potential files Ansatz PAW; basis plane waves; wave-function cutoff 580 eV; density cutoff ratio 5; exchange-correlation grid ratio 1; k mesh 1 x 1 x 1, Gamma-centred; self-consistency stop 5e-08 eV per atom in the density residual; occupations fixed; spin none; net charge 0.

Cell vectors (angstrom)
a 15.4687 0 0
b 0 12.8259 0
c 0 0 36.4894

Atoms and the computed forces on them: element, x, y, z (angstrom), force x, y, z (eV/angstrom)
Si 0.0451 1.1895 33.8137 -0.0002 0.003 0.0007
Si 3.8947 1.1778 33.7696 -0.0005 0.0005 -0.0015
Si 7.7067 1.17 33.7537 0.0013 0.0002 -0.0031
Si 11.602 1.1845 33.8275 0.0011 0.0004 -0.002
Si 1.8976 7.568 33.8376 -0.0015 0.0029 0.0001
Si 5.7547 7.5776 33.8015 -0.0021 -0.0003 -0.0034
Si 9.6638 7.572 33.8565 -0.0012 0.0027 -0.001
Si 13.5475 7.5694 33.8371 0.0006 0.0013 0.0004
Si 1.9336 5.247 34.2225 -0.0596 0.0179 0.1652
Si 5.8008 5.247 34.2225 -0.0105 -0.274 -0.2559
Si 9.6679 5.247 34.2225 -0.1174 -0.2657 -0.2407
Si 13.5351 5.247 34.2225 0.1261 0.14 0.0825
Si 0 11.6599 34.2225 0.1137 0.3105 0.3721
Si 3.8672 11.6599 34.2225 -0.223 0.1651 -0.4184
Si 7.7343 11.6599 34.2225 -0.074 0.1653 -0.0136
Si 11.6015 11.6599 34.2225 -0.0524 0.2103 0.1477
Si 0 4.664 35.4592 0.0312 -0.0843 0.0031
Si 3.8672 4.664 35.4592 0.0428 -0.0261 -0.0184
Si 7.7343 4.664 35.4592 -0.0189 0.0396 -0.0003
Si 11.6015 4.664 35.4592 0.0023 -0.0888 -0.0881
Si 1.9336 11.0769 35.4592 -0.0127 0.0538 0.0235
Si 5.8008 11.0769 35.4592 0.0563 -0.0487 -0.0967
Si 9.6679 11.0769 35.4592 0.0081 0.0293 -0.0329
Si 13.5351 11.0769 35.4592 0.0209 0.0517 0.0245
Si 0 2.332 35.8715 0.1242 0.0502 0.1327
Si 3.8672 2.332 35.8715 0.1214 -0.0179 -0.2128
Si 7.7343 2.332 35.8715 -0.128 -0.0879 -0.3126
Si 11.6015 2.332 35.8715 -0.0459 0.0312 0.1778
Si 1.9336 8.745 35.8715 -0.0677 0.0437 0.1294
Si 5.8008 8.745 35.8715 -0.1008 -0.0557 0.0053
Si 9.6679 8.745 35.8715 -0.0273 0.0399 0.3131
Si 13.5351 8.745 35.8715 0.0327 0.0591 0.1263
Si 1.9336 1.749 0.6188 0.0387 -0.0365 -0.009
Si 5.8008 1.749 0.6188 0.02 0.0408 -0.0387
Si 9.6679 1.749 0.6188 0.0488 0.0066 -0.0464
Si 13.5351 1.749 0.6188 0.0014 -0.0088 -0.0107
Si 0 8.162 0.6188 0.0404 0.0389 0.0279
Si 3.8672 8.162 0.6188 -0.0313 0.0093 -0.0035
Si 7.7343 8.162 0.6188 0.0147 -0.0041 -0.0066
Si 11.6015 8.162 0.6188 -0.0071 0.0525 0.0198
Si 0 5.83 1.031 -0.0383 0.1077 0.0889
Si 3.8672 5.83 1.031 -0.0109 -0.055 -0.0624
Si 7.7343 5.83 1.031 0.0156 0.0041 0.0423
Si 11.6015 5.83 1.031 -0.008 -0.0238 -0.0433
Si 1.9336 12.2429 1.031 0.0321 -0.0363 -0.0033
Si 5.8008 12.2429 1.031 -0.0567 0.0506 0.0662
Si 9.6679 12.2429 1.031 -0.0118 0.0318 0.0529
Si 13.5351 12.2429 1.031 -0.0369 -0.0034 -0.0003
Si 1.9336 5.247 2.2678 0.3586 -0.0241 -0.0283
Si 5.8008 5.247 2.2678 -0.112 0.0182 0.1059
Si 9.6679 5.247 2.2678 0.0292 -0.0708 -0.2149
Si 13.5351 5.247 2.2678 -0.0827 -0.0522 -0.1105
Si 0 11.6599 2.2678 0.0323 -0.0195 -0.0329
Si 3.8672 11.6599 2.2678 -0.0166 0.0649 0.1288
Si 7.7343 11.6599 2.2678 0.0355 0.0842 0.2193
Si 11.6015 11.6599 2.2678 0.0572 0.0108 0.0731
Si 1.9336 2.915 2.68 -0.0472 0.1086 0.0574
Si 5.8008 2.915 2.68 -0.0126 -0.1163 -0.0585
Si 9.6679 2.915 2.68 -0.0735 -0.0762 -0.0225
Si 13.5351 2.915 2.68 -0.0132 -0.0102 -0.0281
Si 0 9.328 2.68 -0.0382 -0.1127 0.0016
Si 3.8672 9.328 2.68 0.0169 0.04 0.0477
Si 7.7343 9.328 2.68 -0.019 0.0659 0.1115
Si 11.6015 9.328 2.68 0.0012 -0.0007 -0.0302
Si -1.9014 -1.6347 31.054 -0.0012 0.0015 0
Si 6.0215 5.8826 25.2773 -0.0076 0.0046 0.0043
Si -0.0429 -2.6144 16.4536 -0.005 -0.0029 -0.0048
Si 9.3579 5.9943 21.9273 -0.0044 0.0015 0
Si 2.0425 10.1563 22.0936 -0.0052 0.0016 0.0042
Si -0.1188 7.3884 25.4188 -0.0002 0.0013 -0.0035
Si 5.1336 8.2417 26.6984 -0.0033 -0.0015 -0.0074
Si 11.7117 3.4107 28.9429 -0.0042 0.0018 0.0015
Si -1.884 4.1527 27.6904 -0.0034 -0.0005 -0.0025
Si -0.7749 4.8582 23.7408 -0.001 0.0021 0.0009
Si 14.9231 0.5618 27.1977 0.0142 -0.002 -0.004
Si 16.4218 2.8934 20.7891 -0.0066 -0.0069 0.0076
Si 5.7377 8.3784 29.7374 -0.0025 0.0001 0.0092
Si 4.7198 5.9245 22.4834 -0.0024 -0.0003 0.0013
Si 11.7593 13.8236 29.3225 0.0001 0.003 0.0027
Si 11.9924 13.1737 24.9703 -0.002 0.0024 0.0043
Si 7.691 -1.8869 24.2038 -0.0053 0.0009 0.0011
Si 5.5451 7.3148 18.6071 -0.0037 -0.0014 -0.0008
Si 10.6111 9.6352 19.8471 0.0077 -0.0007 0.0015
Si 17.6862 4.2893 27.4557 -0.0101 -0.0001 0
Si 1.9441 13.4528 30.4773 -0.0011 0.0005 -0.0014
Si 7.9002 13.8346 29.292 -0.0016 0.0026 0.0147
Si 5.7571 10.7028 30.8186 0.006 0 0.0012
Si 11.4759 7.0941 30.5981 -0.0026 0.0046 -0.0016
Si -1.8291 0.7157 30.6774 -0.0022 -0.001 0.0057
Si 1.5142 5.5228 21.8454 -0.0046 -0.0012 0.0098
Si 5.7953 0.3033 30.253 -0.0068 -0.002 -0.0032
Si 9.8001 3.8727 27.6104 -0.0014 -0.0031 0.0045
Si 2.2914 6.6912 27.1495 -0.0089 -0.0048 0.0068
Si 3.8406 3.4789 28.9913 -0.0032 0.0019 0.0029
Si 9.7863 13.2345 30.5524 -0.0025 0.0054 -0.0038
Si 21.0549 3.7166 27.481 0.0015 -0.0011 -0.0013
Si 1.7869 -1.6959 30.8274 0.0015 0.003 -0.0036
Si 8.1022 2 20.8078 -0.0075 0.0084 0.0098
Si 7.7048 3.3647 28.6725 -0.0035 0.0048 -0.0004
Si 12.8635 -0.5216 27.7316 -0.0104 -0.0071 0.0051
Si 0.8408 10.1705 28.7922 -0.0031 -0.0031 0.0026
Si 7.6416 7.1494 30.5109 -0.0016 -0.0009 -0.005
Si 9.5984 8.0613 29.4772 0.0026 -0.008 0.0094
Si 13.833 10.2223 28.9342 -0.0032 0.0004 -0.0034
Si 0.1715 3.707 28.7741 0.0034 -0.0039 -0.0039
Si 3.7144 7.2788 30.4205 -0.0001 0.0028 -0.0021
Si 7.6709 4.6978 30.7465 -0.001 -0.0019 0.0052
Si 11.5886 4.6995 30.9291 0.0041 -0.001 -0.0026
Si 0.0323 14.2084 29.3261 0.0014 0.0022 -0.0004
Si 5.2424 11.2564 25.7976 -0.0138 -0.0007 0.0055
Si 9.642 10.85 30.9586 -0.0044 0.0047 0.0083
Si 9.3923 14.711 25.2936 -0.0005 -0.0065 -0.0005
Si 1.948 4.1736 32.1337 -0.0045 -0.0015 0.0029
Si 5.7957 4.0993 32.0883 -0.0021 0.0015 -0.0029
Si 9.6131 4.0922 32.0923 0.0016 0.0005 -0.0009
Si 13.5595 4.1604 32.1337 -0.0008 -0.0021 -0.0002
Si -0.0051 10.5094 32.218 -0.0009 -0.0049 0.0016
Si 3.7756 10.5019 32.106 -0.0014 -0.003 0.0008
Si 7.6735 10.4419 32.2026 0 -0.0001 -0.0019
Si 11.6102 10.4855 32.1941 0.0008 -0.0028 -0.0001
Si 1.9651 1.8105 32.5346 -0.0031 -0.0041 -0.0019
Si 5.7864 1.6554 32.3757 0.0008 0.0006 0.0037
Si 9.6814 1.722 32.5519 0.0002 -0.0071 -0.0063
Si 13.558 1.8583 32.6794 0.0017 -0.0021 -0.0016
Si -0.0091 8.1888 32.5938 0.0004 0.0007 -0.0031
Si 3.7786 8.1937 32.5981 -0.0009 -0.0011 0.0038
Si 7.7328 8.1285 32.6508 0.0007 -0.0014 0.0035
Si 11.5988 8.1686 32.6704 -0.0015 0.0012 0.0029
Si 0 2.332 3.9167 0.104 -0.2441 -0.36
Si 3.8672 2.332 3.9167 0.3597 0.2606 0.3189
Si 7.7343 2.332 3.9167 -0.0046 0.031 -0.199
Si 11.6015 2.332 3.9167 0.1285 -0.0004 -0.2932
Si 1.9336 8.745 3.9167 0.0716 -0.0665 0.3766
Si 5.8008 8.745 3.9167 -0.155 0.0328 0.2225
Si 9.6679 8.745 3.9167 0.2065 -0.1039 -0.0587
Si 13.5351 8.745 3.9167 -0.1083 -0.1689 -0.3309
Si 2.047 6.401 4.3358 -0.0029 -0.0005 0.0011
Si 5.8179 6.4113 4.3513 0.0035 -0.0012 -0.0007
Si 9.6874 6.4045 4.302 -0.0011 -0.0024 -0.0007
Si 13.4961 6.4084 4.3175 0.0043 -0.001 -0.0021
Si 0.0271 12.8163 4.3233 -0.0022 0.0017 -0.0002
Si 3.8416 12.8381 4.3481 0.0015 -0.0033 0.0035
Si 7.7395 12.8281 4.3717 -0.0003 -0.0026 0.0059
Si 11.6543 12.8403 4.3357 0.0008 0.0015 0.0048
Si 0.0411 5.8023 5.3773 0.0007 0 0.004
Si 3.9737 5.8671 5.7501 -0.001 0.003 -0.0011
Si 7.7793 5.8674 5.5495 0.0007 0.0048 0.002
Si 11.5631 5.7858 5.5955 -0.0038 0.0048 -0.0031
Si 1.9211 12.1987 5.6007 0.0015 0.0009 -0.0028
Si 5.7569 12.2928 5.5986 -0.0008 -0.0019 -0.0004
Si 9.7343 12.2682 5.5681 -0.0028 -0.0032 0.0005
Si 13.5947 12.2017 5.5651 -0.0037 -0.0016 -0.0026
Si 0.0466 3.5258 5.9039 -0.0029 0.0009 0
Si 4.0892 3.4837 6.0529 -0.0032 -0.0003 -0.0039
Si 7.8289 3.4562 5.973 -0.0019 -0.0023 0.0008
Si 11.6326 3.3976 5.995 0.0013 0 -0.0006
Si 1.9231 9.8644 6.0596 -0.0047 0.0012 -0.0011
Si 5.7325 9.9712 5.9789 -0.0035 0.0023 -0.0017
Si 9.7172 9.9757 5.9284 -0.0045 0.0049 -0.0007
Si 13.5563 9.8778 5.9409 -0.0039 0.0003 0.0023
Si 2.6642 3.3122 13.8615 -0.0093 -0.0012 0.0031
Si 7.0352 4.2175 9.1855 -0.0101 -0.0051 0.0041
Si 9.7039 2.6572 7.1795 -0.0036 0.0103 0.0037
Si 13.6262 2.7844 7.1074 0.0023 -0.0022 -0.0004
Si -0.0583 9.2182 7.2347 0.0017 0.0012 0.001
Si 1.9437 3.9494 9.0782 -0.014 0.0076 -0.003
Si 7.7471 9.6951 7.1575 0.0013 0.0031 0.0019
Si 11.5814 7.0981 7.5827 0.0043 -0.0017 0.003
Si -1.8836 6.3543 8.4454 -0.0076 0.0011 -0.0013
Si 4.059 7.0387 7.9363 0.0039 -0.0013 -0.0016
Si 1.9479 6.2786 8.8245 -0.0075 -0.0043 0.0002
Si 7.8437 7.2786 7.4601 -0.01 -0.0059 -0.0025
Si 3.1917 10.8235 9.2404 -0.0085 -0.0009 -0.0106
Si 5.9006 13.2391 7.8007 0.001 -0.0061 -0.0019
Si 11.4032 10.0971 12.128 0.0012 -0.0016 0.0018
Si 7.7271 11.7411 8.6022 0.0009 0.0045 -0.0012
Si 1.4953 7.822 17.6203 0.0021 0.0062 0.0002
Si 6.0759 2.8374 7.4124 0.0046 0.0034 -0.0005
Si 11.6419 9.4209 7.2196 -0.0015 -0.0072 -0.003
Si 15.6034 6.8875 7.3949 -0.0001 -0.0067 0.0016
Si 3.7278 13.041 8.8225 0.023 -0.0161 0.0261
Si 6.2635 6.5231 9.0003 0.0042 -0.002 0.0026
Si 7.9164 16.9146 23.7917 0.0049 -0.0026 0.0017
Si 13.6724 13.2933 7.6635 0.0013 0.0005 0.0018
Si 6.5679 3.523 11.3477 0.0028 -0.0065 -0.0123
Si 9.6337 6.4005 8.7154 0.0079 -0.0063 -0.0087
Si 12.254 1.3893 10.9259 -0.0006 -0.0018 0.0012
Si 15.4122 3.8615 10.3559 0.0048 -0.0137 -0.0069
Si 3.8516 9.3818 7.395 0.002 0.0024 -0.0022
Si 6.4601 12.0601 12.9938 -0.0041 -0.002 -0.0012
Si 8.2578 14.6144 13.3164 0.0147 0.0005 0.0086
Si 16.459 11.108 10.218 -0.0028 -0.0078 -0.0013
Si 2.0226 2.9433 7.0171 0.0047 -0.0015 -0.0001
Si 6.238 6.102 13.0726 -0.0035 0.0047 0.0043
Si 13.4749 4.1015 9.0042 -0.0063 0.0032 0.0002
Si 9.5006 4.0728 9.0038 0.0063 -0.0015 -0.0011
Si 1.0417 7.6728 13.3196 -0.0014 0.0013 -0.0049
Si 12.3465 10.4715 9.2652 0.0034 0.0022 -0.0106
Si 9.6961 13.0898 7.8136 0.0024 -0.0103 0.0038
Si 15.5845 13.1168 9.1347 -0.0068 -0.001 0.0003
Si 0.38 1.4012 13.8967 -0.0008 -0.0061 0.0027
Si 11.5348 3.6201 10.3291 0.0022 -0.0016 -0.0182
Si 10.9665 -4.9096 14.1041 -0.0029 -0.0033 -0.0037
Si 16.0387 6.1936 10.7603 0.0007 0.0088 0.0021
Si 1.8685 13.5464 7.5475 -0.0106 -0.0082 0.0035
Si 1.8517 10.5314 12.5087 -0.0063 -0.0054 0.0115
Si 7.7272 7.4834 10.7028 -0.0032 -0.0029 -0.0054
Si 8.865 7.716 16.4237 -0.0008 -0.0032 -0.0014
O 12.3075 1.4618 20.5914 -0.0038 0.0031 -0.0015
O 9.8793 11.7284 22.1006 -0.012 -0.0003 -0.0002
O 26.4706 15.3645 18.5379 -0.0019 0.0016 0.0015
O -7.0313 11.4418 25.6 0.0039 -0.0012 -0.0059
O -5.94 -11.7573 12.5879 -0.0115 0.0026 0.0032
O 20.4492 -16.3267 15.7908 0.0004 0.0013 0.0015
O 11.9135 -5.9471 26.5909 -0.0072 0.0037 -0.0031
O 6.0466 13.368 17.6857 -0.0027 -0.0047 0.0016
O 3.2819 3.596 10.0426 0.0061 0.0038 0.003
O 11.8848 4.0086 20.6035 -0.003 0.0015 0.0023
O 12.741 1.8007 25.2205 -0.0131 -0.0111 -0.005
O 16.8136 6.2438 17.2247 -0.0044 -0.0076 0.0005
O 7.4657 6.9498 16.0171 -0.0033 -0.0034 -0.0055
O -2.3772 6.919 18.1369 0 -0.0034 0.0016
O 11.7089 4.7098 11.5783 -0.0072 0.0035 0.0064
O 0.7584 22.3809 21.3078 0.0031 -0.0025 0.0038
O 6.0337 4.6715 16.121 -0.0012 -0.0016 -0.0009
O 15.3757 0.9896 12.383 0.0053 -0.0039 0.0062
O 10.2444 23.4666 18.5848 -0.0046 -0.0018 -0.0006
O 27.8998 10.9803 22.3994 -0.0079 -0.0034 -0.0002
O 41.4321 8.9894 12.9388 0.0038 -0.0019 0.0061
O 20.9537 5.6804 18.5736 -0.002 0.0067 -0.0019
O -14.0455 6.9618 25.7543 -0.0029 0.0007 0.0006
O 10.6573 11.5501 12.1198 -0.0014 0.002 0.0011
O 21.6425 11.2064 14.3575 -0.0022 -0.0033 0.0084
O 24.3483 20.1496 22.7166 -0.0005 -0.0033 -0.0019
O 24.5198 18.9386 20.3177 0.0001 -0.0005 0.0025
O 20.3863 18.4589 24.0925 0.0028 -0.0024 -0.0038
O 5.8429 23.7279 18.9283 -0.0007 0.0015 0.0023
O 9.8241 -5.3463 15.1542 -0.0104 0.0018 0.0034
O 21.1907 17.7833 21.6002 0.0032 -0.0053 -0.0012
O -6.1697 8.6703 19.9958 -0.0066 -0.0047 -0.0007
O 19.2827 16.8492 17.4475 -0.0051 -0.0029 -0.0022
O 11.9277 8.7518 19.4797 -0.0047 -0.0012 0.0027
O -9.3776 20.3127 25.6013 -0.0017 -0.0073 0.0002
O 27.629 -4.176 14.9555 -0.0062 0.0017 -0.0032
O -0.9222 11.2947 24.0718 0.0035 -0.0089 0.0015
O -21.2424 -5.0395 27.8449 -0.0017 0.0012 -0.0039
O 8.3893 25.6884 27.9952 0.0033 -0.0115 -0.0083
O 5.9166 17.5634 12.2301 -0.0052 -0.0077 0.0046
Si 10.9223 10.4564 22.0357 0.0073 0.0022 -0.003
Si 19.3325 4.8418 30.9078 0.0017 -0.0028 -0.0012
Si 7.3423 10.5008 10.6724 -0.0086 -0.0029 -0.0117
Si 6.1228 16.1742 21.8055 0.0007 -0.0092 -0.0118
Si 19.2896 28.0395 11.0109 -0.0071 0.0053 0.0038
Si 17.1422 7.8736 29.127 0.0001 0.0013 -0.0019
Si 17.5837 11.6563 14.6358 -0.0068 0.0082 -0.0031
Si -3.9897 3.1563 17.1017 -0.0022 -0.0064 -0.0024
Si 14.4236 5.9704 14.5083 -0.001 0.0065 -0.0081
Si 6.3078 11.7451 17.5689 -0.0071 0.0038 -0.0088
Si -1.7332 14.0085 16.2515 -0.0022 -0.0028 -0.0026
Si 13.2857 12.0429 23.322 -0.0047 0.0087 0.0072
Si -8.3586 5.5269 15.2253 -0.0028 0.0008 0.0016
Si -5.1885 6.8921 26.6023 0.0018 0.0041 -0.0082
Si 8.6754 20.1684 19.3049 0.0015 0.0018 0.0026
Si 19.1151 12.57 21.3628 -0.0021 -0.0033 0.0016
Si 17.8261 0.9708 18.897 0.0011 -0.0083 -0.0007
Si 3.3757 2.2139 22.711 -0.0019 -0.0028 0.0041
Si -2.4235 7.5902 19.6008 -0.0045 0.0049 0.0024
Si 15.2209 12.5256 18.4036 -0.0051 -0.0052 0.0031
Si 13.8749 13.8983 20.8922 -0.0055 -0.0081 0.0076
Si 5.3757 4.4046 17.5857 -0.0008 0.0006 0.0017
Si 3.7974 1.0105 29.0604 -0.0021 0.0021 0.0083
Si 7.7555 12.6038 26.5298 -0.0053 0.0057 0.0004
Si 0.3533 10.4517 24.6893 -0.0117 -0.006 -0.0082
Si 13.2646 6.5652 27.487 -0.0016 -0.0086 0.0112
Si -7.2187 11.9453 22.1608 0.0058 -0.0059 0.0077
Si 12.4455 18.7375 12.3746 -0.0026 -0.0026 0.0084
Si 2.9279 0.0641 26.8495 -0.0048 -0.0076 0.004
Si 4.4262 8.0477 16.6569 -0.0048 -0.0045 0.0029
Si 7.0092 14.6675 17.9317 -0.008 0.0002 -0.0028
Si 3.3008 15.6744 25.8016 -0.0059 0.0082 -0.0056
Si 12.8425 -2.7238 14.6052 -0.0009 0.0037 0.001
Si -0.1043 7.1212 30.4923 -0.0039 0.0022 -0.0024
Si 15.9842 -7.9034 16.7373 0.0001 0.002 -0.0076
Si 9.3178 10.7718 17.2299 0.0063 -0.0004 0.0003
Si 14.1457 7.4963 10.3508 0.0078 0.0029 -0.0125
Si 10.9481 25.9245 12.6013 0.0002 -0.0046 0.0008
Si 3.5664 6.4323 14.2663 -0.0089 0.0036 0.0093
Si 11.1972 2.5977 20.1649 0.0039 -0.0077 0.001
Si 8.7731 2.9006 15.4245 0.0021 -0.0098 -0.0031
Si -2.1175 -4.9876 29.4343 0.0023 -0.0067 -0.0013
Si 9.3788 8.3906 23.8387 0.0005 -0.005 0.0009
Si 13.1883 5.6235 17.1885 -0.0057 0.0045 -0.002
Si 15.5035 4.7913 30.8737 -0.0008 -0.0018 0.0032
Si -3.1877 18.0403 21.6145 0.0043 -0.005 0.0031
Si 11.6623 24.7749 15.3923 0.0001 -0.0093 -0.0024
Si 0.964 -1.2766 26.8018 0.0012 0.0015 0.0011
Si -9.5104 10.677 20.5714 -0.013 -0.0034 0.0105
Si 5.1269 10.9577 15.603 -0.0009 0.0007 0.0069
Si 2.868 2.9126 16.748 -0.0022 -0.0048 -0.0008
Si 14.7416 14.4614 10.9811 -0.0002 0.0083 -0.0019
Si -0.8016 9.7251 9.4687 0.0018 -0.005 0
Si 4.7438 8.6645 21.1999 0.0006 0.0069 -0.0073
Si 11.7993 12.8002 9.006 -0.0048 0.0054 -0.0016
Si 15.9672 8.1663 20.5147 -0.0023 0.0033 -0.0002
Si 14.0062 2.5899 25.9202 0.0055 0.0034 0.0072
Si 4.4515 10.7736 11.2121 0.0054 0.0165 -0.0003
O 17.9261 -11.3541 26.1243 -0.001 -0.0013 -0.0047
O 7.9328 0.6921 21.8116 -0.0003 -0.0018 -0.002
O 18.8976 -2.8111 12.2627 0.0004 -0.0027 -0.0085
O 5.0893 -13.5744 12.0599 -0.0011 0.0016 -0.0026
O 9.1778 19.59 10.3123 -0.0061 0.0058 0.0105
O 17.1149 10.4056 23.6624 -0.0026 -0.0008 -0.0056
O -1.0879 25.6349 19.7738 0.0005 0 -0.0039
O 1.2865 23.7349 15.8348 -0.0069 -0.0011 0.0023
O -7.3071 -3.7432 10.626 0.0028 -0.0064 0.0075
O 14.5456 20.1893 26.8263 0.0042 0.0019 -0.009
O 19.9899 7.8987 19.7573 -0.0017 -0.0016 0
O 12.8469 10.2334 12.9427 -0.0037 -0.0005 -0.003
O -7.5856 14.9928 16.5951 -0.0028 0.0003 -0.002
O -7.5445 14.3658 19.2441 -0.0003 -0.0063 0.0077
O 14.5639 -6.5143 24.4792 -0.0012 -0.0056 0.0011
O -0.5811 0.921 17.3682 -0.0002 -0.0026 0.0033
O 14.87 -1.7561 17.7392 -0.0005 0.0003 -0.0015
O 34.5067 0.5944 22.7572 -0.0051 -0.0003 -0.0012
O 9.7204 15.2604 20.8797 -0.0125 -0.0015 0.0018
O 18.9889 13.4235 19.9707 -0.0058 -0.0002 -0.0024
O 11.9953 12.1843 26.3002 -0.0021 -0.002 -0.0074
O 7.0119 0.7068 13.4454 -0.0013 -0.0012 -0.0034
O -7.375 9.3582 24.0954 0.0006 -0.0009 0.0006
O 2.3449 20.3456 14.2818 0.0005 -0.0079 -0.0016
O 3.3718 -9.8727 24.1616 -0.0013 -0.0075 -0.0075
O 12.7731 6.4804 20.7422 -0.001 0.0011 -0.0021
O 5.44 2.3526 11.1551 0.0181 0.0042 0.0075
O -20.8705 15.4101 26.5972 -0.0004 -0.0037 -0.0048
O -5.8166 -3.1047 29.6929 0.0012 0.0048 -0.0104
O 29.8014 22.9904 15.2458 0.0039 0.0014 0.0051
O 23.4237 -1.196 17.4556 -0.0099 -0.0014 -0.0007
O 16.5402 15.714 13.8539 -0.0043 0.004 0.0014
O 9.8187 7.5896 25.1958 -0.0018 0.002 -0.0025
O -5.2254 11.5568 16.1261 -0.0087 -0.0008 0.0023
O 7.2744 19.9058 12.2435 0.0051 0.0016 -0.0025
O 13.2943 6.1716 15.6573 -0.0055 -0.0056 0.004
O 3.1272 18.4976 22.1108 0 0.0019 -0.0011
O 0.1492 5.076 15.146 0.0008 -0.0049 0.0059
O 1.4691 -4.8545 19.2352 -0.0067 -0.0023 0.0011
O 9.1064 15.9436 24.2848 -0.0044 0.0002 -0.0001
O 2.985 1.4599 17.4783 -0.0007 0.001 -0.0026
O 5.0849 11.8314 21.3411 0.0055 -0.0095 -0.0033
O -4.5605 -7.1264 22.3547 -0.0016 -0.0021 0.0007
O 4.7459 19.6296 13.1903 0.0071 0.0002 -0.0057
O -25.7155 -5.3588 22.2249 -0.0007 -0.0003 0.0016
O 1.4844 27.8837 19.4194 -0.0015 -0.0015 -0.0048
O -10.8485 28.3289 21.7428 0.0043 0.0036 0.0008
O 15.2961 21.7201 24.8182 0.0024 0.0094 0.0005
O 4.8967 15.5326 26.3132 0.0083 -0.0061 0.0024
O 18.8883 13.7888 10.3154 -0.0093 -0.0006 -0.0098
O 15.0828 7.3989 14.0571 -0.0039 -0.0041 0.0051
O 7.6121 11.3173 12.0793 -0.0038 0.0038 0.0061
O 8.4592 -8.0858 22.4082 -0.0016 -0.0009 0.0031
O 23.4236 14.0015 25.674 0.0029 -0.0039 -0.0016
O 20.2536 -28.7037 26.2796 -0.0003 -0.002 0.0047
O 22.5539 -17.982 19.0894 -0.0084 -0.0009 -0.0026
O 3.9177 12.1734 25.7305 0.0033 0.0005 -0.0065
O 18.3861 8.4425 17.1557 -0.0035 -0.0013 0.0011
O -5.0418 0.7869 24.6569 0.0014 -0.0028 0.0012
O 11.8338 4.7345 17.3378 0.0004 -0.0008 0.0016
O -16.3674 17.628 17.5625 -0.0013 -0.0027 0
O 8.3993 30.1469 15.1624 -0.004 0.0006 -0.0031
O 6.2233 24.9274 26.8167 0.0017 -0.0008 0.0027
O 12.8763 2.5207 16.553 -0.0054 0.0021 0.0016
O -11.7114 -5.4407 26.8425 0.0119 0.0059 -0.0055
O 16.9692 0.3473 14.459 0.0017 -0.0047 0.0004
O 28.4303 7.2001 11.5025 -0.008 -0.0017 0.0082
O -17.2121 18.1029 13.2021 -0.0012 -0.0027 0.0038
O 7.4792 18.0935 24.8343 -0.0044 -0.0021 -0.0025
O 10.3288 15.7376 15.968 -0.0065 -0.0012 -0.001
O 17.8451 11.567 21.378 -0.0004 -0.0066 0.0031
O 22.9806 23.7803 21.0477 -0.0016 -0.004 -0.0017
O -2.7721 25.5742 16.3807 0.0001 0.0006 -0.0022
O 13.4463 4.7724 22.6741 -0.0071 0.0001 -0.0043
O -4.8878 -3.5183 23.1861 -0.0089 -0.0051 0.0037
O 14.4447 8.2807 20.0006 -0.0042 -0.0053 -0.0014
O 19.1525 -1.169 15.1708 0.0104 -0.0029 0.0022
O 14.4955 1.3656 14.8168 -0.004 0.0007 0.0001
O 5.9504 21.1781 28.0949 0.0011 0.0002 -0.0033
O 9.7823 5.3307 26.7954 -0.0023 0.0036 0.001
O -0.6013 15.2162 20.9784 0.0012 0.0022 0.0002
O -1.5213 13.1803 22.3496 -0.0011 0.0004 -0.0012
O -12.1382 -10.1706 15.2021 0.0031 -0.0014 0.009
O 1.1348 17.339 20.6032 -0.0019 0.0019 -0.0026
O -14.5425 9.186 12.7534 0.002 0.004 -0.006
O 3.3354 9.177 21.8888 -0.0009 0.0011 -0.0006
O 8.7693 -3.5009 16.676 -0.0021 -0.0024 -0.0015
O 15.7591 8.6909 16.9352 0.0006 -0.0053 0.0056
O 7.8161 2.9429 12.2348 -0.0098 0.003 -0.0037
O 16.8017 32.1963 12.1811 -0.0004 -0.0002 0.0015
O 24.8249 7.0351 17.8394 0.0006 -0.0009 0.0011
O 1.3641 -25.9545 18.6787 0.0004 0.0008 0.0002
O 21.101 -7.6476 26.701 0.0035 0.0014 -0.0023
O -9.4167 11.0862 24.3871 0.0041 0.0003 -0.0086
O -4.1002 -6.3205 13.4265 -0.001 0.0005 -0.0006
O 22.0913 16.0137 23.3814 -0.003 -0.0014 0.0009
O 5.7819 35.5753 10.743 0.0069 0.0036 -0.0027
O -14.102 16.3771 16.8563 -0.0024 0.0001 0.0019
O -9.3436 15.9799 18.3118 -0.0012 -0.005 -0.0027
O -12.4776 -7.9065 13.9855 -0.0026 -0.0065 -0.0028
O 11.4249 13.0312 14.171 -0.0048 -0.0014 -0.0057
O 31.6729 17.6842 23.1213 -0.0016 0.0013 -0.0045
O 11.6255 -3.1298 10.5684 -0.014 -0.0022 0.0151
O 17.3771 2.4561 22.0352 0 0.0009 -0.0002
O 16.2811 -18.6932 21.5614 -0.001 -0.0016 -0.0038
O 19.739 -6.1382 15.7286 0.0006 -0.0041 0.0011
O 14.6633 3.5504 24.7304 -0.0026 0.001 0.0011
O 18.715 2.6166 12.5149 0.0031 -0.0019 -0.0037

Results
free energy: -253263.657 eV
free energy less fixed offsets of O -568.88, Si -635.61 eV per atom: 2.843 eV

The program warned: the cutoff lies below the one the program advises for these potential files; the exchange-correlation potential is rough where the density is thin.
